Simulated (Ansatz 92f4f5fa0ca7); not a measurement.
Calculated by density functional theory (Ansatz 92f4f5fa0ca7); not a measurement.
Periodic cell of 241 atoms, Si128O81H32, with a vacuum gap, from a study of silicon, its oxide and their interface. The atomic structure is a simulated model.

Settings
functional: r2SCAN
potential files: Ansatz PAW
basis: plane waves
wave-function cutoff: 800 eV
density cutoff ratio: 5
exchange-correlation grid ratio: 1
k mesh: 1 x 1 x 1, shifted by 0.5 0.5 0 of a step
self-consistency stop: 1e-11 eV per atom in the density residual
occupations: fixed
spin: none
net charge: 0
applied field: sawtooth along c, amplitude +0.015 V/angstrom in the program's sign convention, ramp centred at 0.9883 of c and 0.0233 of c wide, no dipole correction

Cell vectors (angstrom)
a  10.88  0  0
b  0  10.88  0
c  0  0  42.9074

Atoms and the computed forces on them: element, x, y, z (angstrom), force x, y, z (eV/angstrom)
Si  5.5185  3.2385  14.358  0.0025  -0.0096  0.0045
Si  5.7192  4.6396  18.8606  0.0072  0.003  0.013
Si  3.6367  5.4486  22.2905  -0.002  0.0053  0.0269
Si  -4.2981  6.0358  21.5612  0.0015  0.0013  0.0234
Si  1.2009  6.8903  23.2287  0.0022  0.0043  0.026
Si  4.0635  -1.3097  26.3133  -0.0044  0.0032  0.0287
Si  2.9485  5.0587  14.3856  -0.005  0.0003  0.0121
Si  2.0071  7.114  26.1202  -0.0007  0.0068  0.025
Si  -2.9995  4.2668  23.5133  -0.001  0.0032  0.0241
Si  0.6483  6.829  28.9556  0.0054  0.0077  0.0103
Si  -1.1637  2.2835  20.9277  0.0047  0.0041  0.0252
Si  4.2934  -0.114  29.1766  0.0016  -0.002  0.0113
Si  -2.0622  -0.5546  29.5689  0.0069  0.0182  0.0146
Si  -1.1826  5.2108  29.3313  -0.0031  -0.012  -0.0051
Si  7.3493  8.3899  29.3433  -0.0095  -0.0175  0.0002
Si  -4.5164  2.156  29.4797  0.0054  -0.0055  0.0102
Si  -0.1521  3.5629  30.6197  -0.0009  0.0273  -0.0136
Si  2.4244  6.0706  30.3177  -0.0308  0.0039  -0.0144
Si  -0.407  -1.6906  30.7068  -0.0029  -0.0135  0.0017
Si  2.5735  0.8831  30.5009  0.0227  -0.0092  -0.0182
Si  4.9799  3.641  30.532  0.0113  -0.0228  -0.0042
Si  8.0631  6.4517  30.5365  0.0244  -0.0012  -0.0063
Si  5.3487  9.0827  30.4526  -0.0025  0.0227  -0.0058
Si  -3.1078  0.9695  30.884  -0.0305  -0.0039  -0.0285
Si  -1.5683  2.2856  31.9874  0.0163  -0.0207  0.0178
Si  1.179  4.9195  31.9716  0.0057  -0.0236  0.0043
Si  -1.5947  -3.1622  32.087  -0.0138  0.0206  0.0001
Si  1.1681  -0.4375  31.8719  -0.0305  0.0304  0.0177
Si  3.8027  2.2417  31.9908  -0.0264  0.011  0.001
Si  6.5081  5.0571  31.743  -0.0058  0.0091  0.0117
Si  3.8389  7.6194  31.6312  0.0266  -0.0082  0.0088
Si  6.4821  -0.5152  32.0993  0.0249  -0.0087  -0.0021
Si  -0.2024  0.893  33.2967  -0.0007  -0.001  0.0236
Si  2.4858  3.5914  33.3714  0.0027  -0.0079  0.012
Si  -0.1942  -4.5688  33.2974  -0.0162  -0.0021  0.0138
Si  2.5162  -1.8963  33.1138  -0.0129  0.0144  0.0429
Si  5.1441  0.8942  33.3519  0.0108  -0.0101  0.0076
Si  -3.0136  3.6877  33.182  0.0027  -0.0193  0.028
Si  5.1734  6.3644  33.1705  0.0009  -0.0006  0.0376
Si  7.9005  9.0522  33.4155  0.0029  -0.0015  0.0028
Si  1.1036  2.2447  34.7019  0.0195  0.003  0.1405
Si  3.8788  4.995  34.6293  -0.0218  -0.0167  0.1506
Si  1.1719  -3.1807  34.5761  -0.0276  -0.023  0.2146
Si  3.7851  -0.5279  34.5815  0.0146  0.024  0.2154
Si  -4.3127  2.2909  34.5859  -0.0151  -0.0081  0.204
Si  -1.6362  4.9847  34.5821  0.0205  0.0259  0.2065
Si  6.5009  7.6666  34.6588  0.027  0.0194  0.1454
Si  -1.5719  -0.4466  34.6872  -0.0256  -0.0207  0.1304
Si  -0.3056  3.6365  35.9723  0.1367  -0.1849  0.3926
Si  2.4901  6.3614  35.97  0.1537  -0.0939  0.2883
Si  -0.1862  -1.8517  35.9788  -0.1316  0.1557  0.2499
Si  2.4756  0.8247  35.9809  -0.2347  0.1321  0.4022
Si  5.2367  3.6147  35.9852  -0.077  0.1607  0.2768
Si  -2.9642  6.3109  35.9776  -0.1698  0.1239  0.329
Si  5.1499  -1.8148  35.9774  0.0709  -0.2055  0.399
Si  -2.9742  0.9492  35.9769  0.2332  -0.1203  0.32
Si  2.6791  0.0416  6.9581  0.1227  -0.1071  -0.3557
Si  5.3978  2.7509  6.8891  0.0904  -0.1581  -0.3309
Si  2.7448  -5.4729  6.9107  -0.0824  0.0643  -0.2772
Si  5.4639  -2.7615  6.9734  -0.0303  0.1301  -0.3137
Si  8.1907  -0.0649  6.8921  -0.1852  0.0833  -0.3084
Si  10.921  2.6889  6.9632  -0.1184  0.1543  -0.3011
Si  8.1262  5.4748  6.9552  0.1368  -0.0392  -0.3559
Si  10.8445  -2.6947  6.8981  0.0816  -0.1315  -0.2967
Si  4.0611  -1.3615  8.2067  0.0102  0.0111  -0.1329
Si  6.7681  1.3184  8.1237  0.0163  0.0255  -0.1592
Si  4.0775  4.0749  8.3499  -0.0104  0.0137  -0.2169
Si  6.8018  -4.0843  8.4099  -0.0017  0.0144  -0.1754
Si  9.5186  -1.3842  8.3534  -0.017  -0.022  -0.2179
Si  1.3653  1.3631  8.4119  0.0036  -0.0013  -0.1837
Si  9.5311  4.0999  8.2016  0.0042  -0.0068  -0.1284
Si  1.3608  -4.0705  8.1709  -0.0219  -0.0219  -0.1713
Si  5.4112  0.0119  9.5123  0.0101  -0.0005  -0.0023
Si  8.1314  2.6882  9.4037  -0.0217  0.0022  0.0086
Si  5.4121  5.4347  9.7582  0.0098  -0.011  -0.0318
Si  8.1646  -2.7115  9.7954  0.0049  -0.002  -0.0394
Si  0.002  -0.0454  9.7454  -0.0111  0.0055  -0.0359
Si  2.7377  2.7416  9.7851  0.0028  0.0032  -0.0476
Si  10.8897  5.4768  9.5278  0.0012  0.005  0.0045
Si  2.7006  -2.7171  9.5136  0.0069  -0.0099  -0.0088
Si  4.1484  1.2905  11.0413  0.0334  -0.0301  -0.0196
Si  6.8486  3.9377  10.8979  0.0417  -0.0356  -0.0058
Si  3.9873  -3.9899  11.0013  -0.0395  0.0318  -0.0072
Si  6.7127  -1.2489  10.9958  -0.0303  0.0364  -0.0098
Si  -1.4535  1.4202  10.8721  -0.0432  0.0407  -0.0069
Si  1.3289  4.2127  11.0059  -0.041  0.0285  -0.0136
Si  8.6684  4.833  12.0582  -0.0066  0.002  0.0131
Si  1.4327  -1.4541  11.0254  0.0239  -0.0319  -0.0139
Si  3.1717  -0.4562  12.2918  -0.0119  0.005  0.0008
Si  5.9352  2.2264  12.2627  -0.0008  0.0112  0.0099
Si  2.2547  -4.9097  12.318  0.0078  -0.0085  0.0067
Si  4.9087  -2.1926  12.2197  0.0096  -0.0107  0.011
Si  7.6906  0.5386  12.1821  0.0091  -0.0089  0.0058
Si  -0.4808  3.1652  12.0818  -0.0032  0.0001  0.006
Si  9.6121  -4.1382  11.0575  0.0287  -0.0343  -0.0111
Si  -4.0597  -2.232  20.141  0.0031  0.0087  0.0204
Si  -3.847  -2.4409  26.2159  0.0011  0  0.0208
Si  6.5963  -2.9466  14.6751  0.0033  -0.0049  0.0195
Si  0.5235  -3.2141  12.3362  -0.0151  0.0041  0.0036
Si  0.1914  -2.1122  14.3962  0.0031  -0.0023  0.0111
Si  2.7589  -4.3313  17.2146  0.0004  0.0057  0.0159
Si  5.6177  -3.6244  17.5447  -0.0142  -0.0088  0.0175
Si  7.97  5.0643  14.2294  0.0022  -0.0028  0.0037
Si  0.5764  0.1739  19.9049  0.0019  -0.0017  0.0224
Si  8.4907  -0.3979  14.1572  -0.0034  0.0041  0.0064
Si  -4.2338  5.457  25.9103  0.0116  0.001  0.0227
Si  4.7476  0.8899  16.3952  0.0007  -0.0037  0.0194
Si  9.9581  4.3245  16.48  -0.0033  -0.0045  0.0132
Si  -0.0888  4.0904  23.3146  0.0026  0.0057  0.0228
Si  7.7516  0.306  16.8873  0.037  0.0023  0.0211
Si  3.7057  4.5627  26.7074  0.009  0.0094  0.0203
Si  3.0966  0.0752  23.7298  0.0057  0.0028  0.0229
Si  -0.7598  1.2955  27.2576  -0.0111  0.0092  0.0164
Si  2.6791  3.1484  24.2482  0.005  -0.0028  0.0232
Si  3.3262  1.3851  19.2163  -0.0012  -0.0021  0.0204
Si  5.0957  0.0632  21.3915  0.0074  -0.0038  0.0259
Si  3.1859  4.1878  29.0213  0.0127  0.011  0.0234
Si  -3.1934  1.2977  22.7507  -0.0028  0.0062  0.0234
Si  10.836  -3.6953  17.0591  -0.0037  0.0104  0.0141
Si  2.5039  -0.1104  14.5551  -0.0064  0.0027  0.0111
Si  8.0645  2.9138  18.5148  -0.0014  0.0048  0.0156
Si  9.299  -1.6467  18.602  0.0041  -0.0002  0.0175
Si  1.3998  2.4411  29.2089  -0.0098  -0.0088  0.0181
Si  0.449  -1.1933  22.7951  0.0001  -0.007  0.0231
Si  3.4392  4.4197  19.3274  -0.0061  -0.0011  0.0169
Si  -2.3837  3.8758  27.8085  -0.0078  0.0006  0.0226
Si  0.8834  2.6368  14.8432  -0.0088  0.007  0.0088
Si  -1.776  -0.3675  24.8627  0.0017  -0.0024  0.0242
O  1.035  7.0985  27.4  0.007  0.0025  -0.0186
O  5.1894  5.8622  22.3581  0.0039  0.0048  -0.0131
O  5.0432  2.2489  15.556  0.0047  0.0013  -0.0065
O  5.4133  1.0241  28.7426  -0.0075  -0.0088  -0.0026
O  8.314  0.6439  15.4036  -0.0008  0.0017  -0.0066
O  0.2378  -2.567  29.4704  0.0069  -0.0092  -0.0181
O  10.754  2.5968  13.5858  0.0086  -0.0019  0.0005
O  0.582  -2.7554  22.4119  -0.0039  -0.0003  -0.0051
O  7.6219  -1.7369  14.4405  -0.0051  -0.0041  -0.0023
O  6.34  -2.9212  18.7799  0.0008  0.0035  -0.011
O  10.5058  -3.0424  15.6059  0.0037  0.0011  -0.0113
O  6.3111  0.703  22.2109  -0.0037  0.001  -0.0088
O  4.0224  -3.4276  17.6462  -0.0107  0.005  -0.0046
O  10.7889  -5.3071  17.0606  0.0005  0.0048  -0.01
O  2.759  6.6898  22.8373  0.006  -0.0064  -0.0139
O  6.4842  3.2571  18.5097  -0.0005  -0.0049  -0.0041
O  5.2322  5.124  26.6188  0.0008  0.0003  -0.0047
O  2.8987  1.67  23.6563  -0.0005  0.0039  -0.0058
O  3.1873  5.1193  20.7734  -0.0027  -0.0035  -0.0195
O  -1.9619  1.1001  21.7129  0.0057  0.0015  -0.0128
O  1.9985  3.7774  14.6477  0.0036  0.0015  -0.0013
O  -3.5465  -2.8396  27.7456  0.0042  0.0056  -0.0103
O  5.7106  -1.1359  20.5176  0.004  -0.0041  -0.0099
O  -0.7823  0.4801  25.8452  -0.0073  -0.0085  -0.0153
O  9.799  -3.1229  18.1587  -0.0018  -0.0012  -0.0067
O  -3.6405  3.0361  28.4228  0.0098  0.0079  -0.0133
O  -0.0875  1.6423  19.922  0.0055  -0.0002  -0.0078
O  6.1414  0.1729  16.7976  0.0193  0.0015  -0.007
O  7.3137  -4.3478  14.3638  0.0015  0.0049  -0.003
O  -3.0655  5.4271  22.3979  -0.0026  0.0101  -0.0129
O  2.0986  0.3463  19.3981  0.0017  0.0013  -0.0073
O  3.7176  -0.6829  27.7624  -0.0039  -0.0074  -0.026
O  -4.1366  4.5356  24.6063  0.0084  -0.0111  -0.0159
O  -0.3808  3.2233  21.9801  -0.0014  -0.004  -0.0156
O  3.1224  -2.6087  26.1586  0.0028  -0.0031  -0.0107
O  -0.8918  -1.0014  23.6716  0.003  -0.0026  -0.0163
O  1.6255  1.2077  14.9637  0.0051  -0.0057  -0.0047
O  5.9235  -5.2205  17.5943  -0.0057  -0.0005  -0.006
O  -1.5192  2.72  27.0474  -0.0023  -0.0085  -0.005
O  -4.0403  7.0086  25.4687  -0.0014  -0.0001  -0.0066
O  1.0691  3.4417  24.2527  0.0006  0.0025  -0.0061
O  4.4577  4.4696  14.2139  -0.0004  -0.002  -0.0143
O  6.9376  3.9194  14.7626  -0.003  -0.0021  0.0012
O  -1.5152  0.2617  28.2469  0.0014  -0.0001  -0.0163
O  3.8476  -0.1054  15.4808  -0.0105  -0.0026  -0.0134
O  2.8328  2.9161  19.3754  -0.0022  0.001  -0.0065
O  1.6003  -1.432  14.8811  0.0013  -0.0037  -0.0059
O  1.4893  -3.3615  17.4335  -0.0039  0.0047  -0.0119
O  3.9442  1.2261  17.7414  0.0075  -0.0063  -0.0153
O  5.3054  -2.7351  13.7271  0.0017  0.0025  -0.0058
O  9.2944  4.9064  15.1348  -0.0038  -0.0007  -0.0043
O  0.0232  3.0421  16.1603  -0.0035  0.0019  -0.0056
O  1.083  7.2387  24.8066  -0.0016  0.0066  -0.0158
O  3.3658  3.2833  25.7285  -0.0056  -0.0016  -0.009
O  2.6538  5.2453  18.1725  -0.0072  0.0051  -0.0099
O  0.7108  1.7009  27.8662  0.004  -0.0006  -0.0057
O  10.6236  -0.7762  18.9047  -0.0074  -0.0088  -0.0069
O  0.3846  5.5573  22.8511  -0.0016  -0.0033  -0.0068
O  -3.4185  2.8792  22.8446  0.0048  -0.0038  -0.0081
O  -3.0016  5.0175  26.8482  -0.011  0.0047  -0.0235
O  3.985  -0.4202  22.4652  0.0093  0.0032  -0.0159
O  -2.5588  -1.6619  19.897  0.0006  0.0034  -0.0114
O  8.4437  -1.0696  17.3574  -0.0039  -0.0006  -0.0073
O  6.4702  5.2936  20.1398  -0.0061  -0.0102  -0.0155
O  1.6886  -0.7004  23.701  -0.0035  -0.0065  -0.0136
O  2.7588  5.6997  26.058  -0.0024  0.0008  -0.013
O  8.2044  1.4057  17.973  -0.0052  -0.0041  -0.0096
O  6.1405  -2.9501  16.203  0.008  -0.0013  -0.0155
O  4.439  1.1149  20.3593  -0.0047  0.0036  -0.0123
O  -2.641  -1.5357  25.6082  0.0031  0.0005  -0.0116
O  3.7791  -0.2492  25.1451  0.0011  -0.0023  -0.0138
O  0.5016  -0.3897  21.4088  0.0049  0.0062  -0.0204
O  3.4043  4.167  23.2333  0.0001  0.0035  -0.0126
O  2.8812  -4.8142  15.6625  0.0031  -0.0027  -0.0092
O  -3.9854  7.5955  21.3512  -0.0003  0.0092  -0.0125
O  8.8336  3.9232  17.5401  0.0056  -0.0033  -0.01
O  -2.8362  0.6548  24.185  -0.0035  0.0049  -0.019
O  10.0447  -0.8792  14.0797  0.0045  -0.0052  -0.0064
O  5.632  -1.6529  26.1827  0.0021  0.0043  -0.0078
O  -2.2208  3.0865  20.0067  -0.0049  0.0052  -0.0138
O  -1.4949  4.1977  24.1237  0.002  -0.0016  -0.0065
H  -1.1269  2.8143  36.9047  0.3528  0.4122  -0.2287
H  0.5194  4.4551  36.9047  -0.2958  -0.16  -0.2875
H  1.6506  5.5576  36.9024  0.2418  0.2037  -0.307
H  3.2947  7.2  36.9024  -0.3412  -0.3954  -0.2384
H  -1.0157  -2.6657  36.9112  0.3104  0.1552  -0.3061
H  0.63  -1.0243  36.9112  -0.3424  -0.4341  -0.241
H  3.3052  1.6386  36.9134  -0.0951  -0.3034  -0.3033
H  1.6527  0.0041  36.9134  0.3841  0.4272  -0.2032
H  6.0681  4.4267  36.9177  -0.3502  -0.3758  -0.2335
H  4.4313  2.7767  36.9177  0.1582  0.2452  -0.3109
H  -2.1321  7.1223  36.91  -0.3038  -0.1805  -0.2905
H  -3.7708  5.4743  36.91  0.4091  0.3061  -0.2416
H  4.3246  -2.633  36.9099  0.3485  0.407  -0.2037
H  5.9706  -0.9918  36.9099  -0.24  -0.208  -0.3081
H  -3.7948  0.1261  36.9093  0.1827  0.2618  -0.3102
H  -2.1577  1.7763  36.9093  -0.4133  -0.3494  -0.2321
H  1.8626  -0.7855  6.0257  0.1675  0.4104  0.2812
H  3.5005  0.8638  6.0257  -0.3836  -0.2352  0.2816
H  4.5728  1.9323  5.9567  0.1871  0.4469  0.2121
H  6.2372  3.5546  5.9567  -0.3864  -0.1936  0.2485
H  3.5743  -4.6589  5.9782  -0.2221  -0.3855  0.2391
H  1.9127  -6.2843  5.9782  0.3869  0.2367  0.2413
H  4.6477  -3.5889  6.0409  0.3908  0.2082  0.2862
H  6.2868  -1.9409  6.0409  -0.2326  -0.3841  0.2729
H  8.996  0.7731  5.9597  -0.1596  -0.3547  0.2598
H  7.3611  -0.8788  5.9597  0.4685  0.1668  0.2045
H  11.7276  3.5256  6.0307  -0.1804  -0.455  0.26
H  10.0895  1.8769  6.0307  0.3472  0.1719  0.2978
H  8.9516  6.293  6.0228  -0.4448  -0.1822  0.2638
H  7.3216  4.6362  6.0228  0.1844  0.3866  0.2981
H  10.0238  -3.5176  5.9657  0.2523  0.3753  0.234
H  11.665  -1.8716  5.9657  -0.3862  -0.1923  0.2482

Results
free energy: -128578.136 eV
free energy less fixed offsets of H -15.71, O -570.45, Si -639.56 eV per atom: -5.286 eV

The program warned: the cutoff lies below the one the program advises for these potential files; the forces do not sum to zero within the program's tolerance; empty levels may hold ghost states of the PAW files; the exchange-correlation potential is rough where the density is thin.
